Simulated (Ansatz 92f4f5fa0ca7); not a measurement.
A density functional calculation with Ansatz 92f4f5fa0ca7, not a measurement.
Periodic cell of 224 atoms, Si133O90H1, from a study of silicon, its oxide and their interface. The atomic structure is a simulated model.
Doubt: the cutoff is far below the 930 eV that the study's wrapper takes by default for these files, so forces and energies are approximate.
This geometry differs little from another in the collection (a relaxation step or a small displacement).

Settings: functional PBE; potential files Ansatz PAW; basis plane waves; wave-function cutoff 580 eV; density cutoff ratio 5; exchange-correlation grid ratio 1; k mesh 1 x 1 x 1, Gamma-centred; self-consistency stop 5e-08 eV per atom in the density residual; occupations fixed; spin none; net charge +1 e, with a uniform compensating background and no finite-size correction.

Cell vectors (angstrom)
a  10.938  0  0
b  0  10.938  0
c  0  0  32.3245

Atoms: element, x, y, z (angstrom)
Si  0.4646  -0.5566  24.7629
Si  5.5623  -0.2808  24.9143
Si  2.5744  2.9489  24.9347
Si  8.0617  2.9578  24.6719
Si  0.3454  5.2257  24.8338
Si  4.8416  6.0243  24.8228
Si  2.7113  8.2326  25.3154
Si  7.9486  8.5583  24.7147
Si  1.3724  1.2749  26.0875
Si  6.7842  1.4459  26.0293
Si  4.0645  4.2223  26.2051
Si  9.564  4.1237  26.0833
Si  1.2747  6.775  26.3478
Si  6.7743  6.8927  25.9998
Si  4.172  9.5958  26.4569
Si  9.581  9.5803  26.0942
Si  2.7162  0.0518  27.5979
Si  8.197  0.0648  27.4593
Si  -0.0175  2.7008  27.4712
Si  5.4576  2.7769  27.4979
Si  2.7107  5.471  27.6329
Si  8.1716  5.5041  27.4468
Si  -0.0836  8.2225  27.5702
Si  5.5439  8.1469  27.6068
Si  4.1018  1.3673  28.9063
Si  9.5708  1.3673  28.9063
Si  1.3673  4.1018  28.9063
Si  6.8362  4.1018  28.9063
Si  4.1018  6.8362  28.9063
Si  9.5708  6.8362  28.9063
Si  1.3673  9.5708  28.9063
Si  6.8362  9.5708  28.9063
Si  0  0  30.2735
Si  5.469  0  30.2735
Si  2.7345  2.7345  30.2735
Si  8.2035  2.7345  30.2735
Si  0  5.469  30.2735
Si  5.469  5.469  30.2735
Si  2.7345  8.2035  30.2735
Si  8.2035  8.2035  30.2735
Si  1.3673  1.3673  31.6408
Si  6.8362  1.3673  31.6408
Si  4.1018  4.1018  31.6408
Si  9.5708  4.1018  31.6408
Si  1.3673  6.8362  31.6408
Si  6.8362  6.8362  31.6408
Si  4.1018  9.5708  31.6408
Si  9.5708  9.5708  31.6408
Si  2.7345  0  0.6835
Si  8.2035  0  0.6835
Si  0  2.7345  0.6835
Si  5.469  2.7345  0.6835
Si  2.7345  5.469  0.6835
Si  8.2035  5.469  0.6835
Si  0  8.2035  0.6835
Si  5.469  8.2035  0.6835
Si  4.1018  1.3673  2.0507
Si  9.5708  1.3673  2.0507
Si  1.3673  4.1018  2.0507
Si  6.8362  4.1018  2.0507
Si  4.1018  6.8362  2.0507
Si  9.5708  6.8362  2.0507
Si  1.3673  9.5708  2.0507
Si  6.8362  9.5708  2.0507
Si  0  0  3.418
Si  5.469  0  3.418
Si  2.7345  2.7345  3.418
Si  8.2035  2.7345  3.418
Si  0  5.469  3.418
Si  5.469  5.469  3.418
Si  2.7345  8.2035  3.418
Si  8.2035  8.2035  3.418
Si  1.3083  1.4147  4.7375
Si  6.8864  1.3487  4.8755
Si  4.1905  4.0251  4.7253
Si  9.5508  4.0961  4.8588
Si  1.3446  6.8487  4.7853
Si  6.8652  6.7894  4.7468
Si  4.1231  9.5658  4.7305
Si  9.6189  9.5418  4.8305
Si  2.8449  0.1602  5.9616
Si  8.2335  -0.0947  6.2688
Si  -0.0659  2.6554  6.235
Si  5.599  2.8321  6.2604
Si  2.7148  5.3501  5.9269
Si  8.2311  5.5428  6.2509
Si  0.1098  8.2287  6.3056
Si  5.4177  8.1062  6.0206
Si  3.8514  1.7712  7.3868
Si  9.9369  0.9195  7.6155
Si  1.5794  3.8999  7.3496
Si  6.5916  4.5266  7.6605
Si  4.176  6.5166  7.2665
Si  9.3173  7.1689  7.6213
Si  1.4959  9.9282  7.389
Si  6.8925  9.2187  7.4269
O  10.979  5.8829  23.3529
O  4.5307  0.0353  23.6698
O  8.0495  8.1794  8.0427
O  2.7153  2.8389  7.9144
O  7.1536  4.0652  23.8463
O  1.6753  9.2637  24.5179
O  5.3432  5.571  7.9362
O  0.3289  -0.0442  8.026
O  7.0486  4.1943  9.2206
O  5.7505  9.72  8.5557
O  9.9641  6.5205  9
O  2.9423  9.5733  8.8482
O  4.3006  0.9993  8.7777
O  1.0179  4.7544  8.6335
O  9.2727  1.2843  9.067
O  3.1904  7.0026  8.5081
O  7.385  6.2267  22.2216
O  8.8751  2.1365  23.496
O  5.0902  5.4937  23.2905
O  3.3167  2.403  23.5671
O  10.9128  -0.2514  23.218
O  3.7304  7.2124  24.4859
O  1.4387  4.0478  24.4855
O  6.7526  9.6539  24.3498
Si  14.6245  1.0577  22.7277
Si  -1.2921  2.58  22.1247
Si  0.71  11.529  22.0155
Si  11.5849  0.732  14.9206
Si  5.7313  -0.6743  11.9426
Si  11.6315  15.7261  12.5973
Si  9.3473  1.5281  10.6843
Si  5.2656  4.0252  19.9554
Si  9.7928  8.0151  13.4434
Si  10.3849  -2.9772  16.3979
Si  10.787  5.2452  9.6343
Si  -0.3012  5.4411  21.8101
Si  8.4984  -1.2666  11.4446
Si  8.7641  5.0166  13.1543
Si  7.2146  3.5086  15.5414
Si  12.2431  6.0225  15.3209
Si  5.6763  5.6434  17.2945
Si  4.4656  10.4185  9.2584
Si  13.4008  1.4435  18.6537
Si  9.6586  0.7452  19.8111
Si  -1.1293  2.238  16.9348
Si  12.6089  9.8635  17.1571
Si  5.1537  1.1018  20.0051
Si  3.5597  7.7186  16.3902
Si  13.0097  4.1065  19.9844
Si  -3.6143  9.6545  19.7308
Si  8.3972  7.432  21.8502
Si  2.5226  2.3991  13.3461
Si  5.6151  -1.461  14.8126
Si  2.6891  8.0379  9.6186
Si  -3.5781  -2.6636  16.9842
Si  0.7992  11.5878  11.9753
Si  6.4832  4.9627  22.6512
Si  1.5582  -7.1618  17.1646
Si  11.0992  8.8267  10.9184
Si  5.3755  1.4033  14.0443
Si  8.1354  4.0425  10.4205
O  8.1307  2.5454  11.0486
O  5.6342  -1.7233  13.1849
O  9.8245  1.5319  18.398
O  3.6702  -6.6614  20.3196
O  -1.3883  8.9723  10.3839
O  0.082  0.1737  20.5585
O  1.0758  8.0242  9.8097
O  15.0231  2.3864  13.7906
O  17.8906  -1.2096  10.9873
O  12.506  0.1378  18.2438
O  10.9238  6.4146  16.2235
O  10.2983  -2.374  14.8761
O  7.883  4.4243  14.3634
O  13.2446  12.1648  12.2147
O  6.7754  6.7668  16.9208
O  11.1162  11.1568  13.4327
O  12.9223  4.643  15.8532
O  19.6691  -0.53  19.4832
O  0.2857  13.0947  22.2757
O  5.8947  0.8215  12.5884
O  5.6687  2.5323  19.3828
O  -1.9784  1.7818  20.875
O  5.0883  0.088  14.9966
O  7.9614  5.059  11.6955
O  12.5062  2.0645  14.6325
O  6.1537  4.1407  21.3059
O  1.7488  4.7118  18.4962
O  0.9079  10.2672  11.0298
O  3.8713  0.7374  19.0619
O  11.3364  8.8713  17.3411
O  11.4896  5.4753  11.1003
O  10.8873  12.7634  11.1778
O  3.0155  -2.0071  17.3599
O  6.0544  4.3648  16.3257
O  -2.246  8.1798  23.2872
O  0.9929  16.857  13.7275
O  10.1589  4.145  12.9655
O  5.722  5.1273  18.839
O  9.5843  4.1809  21.8458
O  4.2171  6.3914  17.0933
O  3.4927  7.8965  11.0148
O  4.493  -0.5991  10.8642
O  7.6327  8.4738  20.8335
O  1.85  2.4406  19.8468
O  8.9504  -2.8952  17.1112
O  -1.1526  6.7467  21.2299
O  -2.344  -1.9665  12.8974
O  8.9857  0.2536  11.6018
O  -0.6654  12.0759  15.8021
O  4.6046  8.3684  15.362
O  8.3611  2.9027  16.5496
O  2.3309  -3.6802  15.4448
O  -4.7436  10.7877  20.1132
O  9.6332  4.1075  9.7499
O  13.4612  2.4491  17.3422
O  2.3226  0.3729  22.1254
O  11.0305  8.09  12.3597
O  6.5212  2.2613  14.7734
O  -1.7976  6.5386  13.5542
O  -0.0194  3.4209  16.9911
O  11.9946  4.9253  21.0021
O  4.6585  1.4667  21.5086
O  7.0036  -1.7576  15.6472
O  12.5133  -0.3918  15.6616
O  6.8004  -1.9388  18.3305
O  12.9229  3.7873  12.6564
H  3.674  6.9985  11.3362

Results
free energy: -135753.382 eV
free energy less fixed offsets of H -15.97, O -568.88, Si -635.61 eV per atom: -2.082 eV

Forces (eV/angstrom), in the order of the atoms: element, x, y, z
Si  -0.0349  0.0539  0.0815
Si  -0.0101  0.0199  0.021
Si  0.0338  -0.0512  0.0535
Si  -0.0046  0.0133  -0.0006
Si  -0.0278  0.0375  -0.0308
Si  0.0838  -0.0547  0.0389
Si  -0.0073  -0.0022  -0.0225
Si  0.0087  -0.0224  0.0294
Si  0.0001  -0.0239  -0.0189
Si  -0.0004  -0.0011  0.0076
Si  0.0276  -0.0018  -0.0147
Si  -0.0277  0.0186  -0.0028
Si  -0.0032  0.0236  0.0236
Si  -0.0192  -0.0202  -0.0041
Si  0  0.0045  0.0087
Si  0.0438  -0.0107  -0.0095
Si  0.0007  0.0288  0.0323
Si  0.0048  0.0051  0.0108
Si  0.0193  -0.0246  0.0286
Si  -0.0128  0.0014  0.0151
Si  -0.0175  -0.0228  0.0444
Si  -0.0024  0.0099  0.0173
Si  -0.0258  0.0075  0.0211
Si  0.0087  -0.0073  0.0218
Si  0.0879  0.5358  0.1349
Si  -0.0909  0.0858  -0.2286
Si  -0.3162  -0.5384  0.1285
Si  0.1204  0.1706  -0.3823
Si  0.1621  -0.067  0.4887
Si  -0.6039  -0.1019  0.0435
Si  -0.1948  0.0079  0.0528
Si  0.5037  0.2347  -0.0526
Si  -0.0223  -0.0666  0.0018
Si  0.0614  0.0302  -0.0679
Si  0.01  0.0086  0.0432
Si  0.0767  0.0088  -0.0474
Si  -0.08  -0.157  -0.0544
Si  -0.0908  0.0028  0.0321
Si  0.0786  -0.0155  -0.0246
Si  0.067  0.0581  0.0471
Si  0.0592  0.0243  -0.0241
Si  -0.0564  -0.0115  -0.0277
Si  -0.0032  -0.0118  -0.0013
Si  -0.0109  0.075  -0.0004
Si  0.0147  0.0222  -0.0403
Si  -0.0297  0.0219  -0.0268
Si  -0.0625  0.0358  -0.0229
Si  0.0017  -0.042  -0.0019
Si  0.0379  -0.0413  0.0178
Si  0.0082  0.0069  -0.0092
Si  -0.0062  -0.0317  0.0242
Si  0.0107  0.001  0.024
Si  0.0064  0.0171  0.0047
Si  0.0355  -0.0365  0.0078
Si  0.023  0.0187  0.0274
Si  -0.0143  -0.0554  0.0274
Si  -0.1058  -0.0187  -0.0265
Si  -0.0152  -0.0364  0.0323
Si  0.1036  0.0821  0.0334
Si  -0.097  0.0436  -0.0404
Si  -0.016  -0.008  0.0504
Si  -0.0798  -0.03  -0.018
Si  0.0284  -0.0328  -0.0049
Si  0.0933  0.1536  0.0369
Si  -0.2002  -0.1407  -0.1402
Si  0.402  0.2739  0.1035
Si  0.1453  -0.1301  -0.3695
Si  -0.0275  -0.0098  0.4251
Si  -0.3192  -0.0772  0.2761
Si  0.2409  -0.2251  -0.5059
Si  -0.2544  0.0539  -0.1111
Si  0.3157  -0.0986  0.0627
Si  -0.1268  0.0149  -0.0566
Si  0.0049  0.0244  -0.008
Si  0.0179  0.0279  -0.0076
Si  -0.0196  0.0093  -0.0228
Si  0.0372  0.0394  -0.0165
Si  -0.017  -0.0182  -0.0365
Si  -0.0125  -0.0219  -0.0241
Si  0.0262  0.0344  0.0072
Si  0.231  0.1614  0.1115
Si  -0.0193  -0.0406  0.0653
Si  0.0376  -0.0041  0.0423
Si  -0.056  -0.045  0.0278
Si  0.0012  -0.0313  0.0508
Si  0.0232  0.0085  0.0107
Si  -0.0801  -0.0278  0.0373
Si  0.0035  -0.0259  0.1502
Si  0.0389  -0.092  -0.196
Si  0.0213  0.0175  -0.0809
Si  -0.0836  0.046  -0.0802
Si  0.0261  -0.0169  -0.0233
Si  0.0093  0.1023  -0.1156
Si  0.0665  -0.0026  -0.0933
Si  -0.358  -0.0922  -0.2584
Si  -0.0825  0.0245  -0.1239
O  -0.0113  -0.004  -0.0245
O  -0.0247  0.014  -0.038
O  -0.0071  0.0159  0.0532
O  0.0216  -0.0451  0.0631
O  -0.0074  0.01  -0.0213
O  0.0142  -0.0116  -0.028
O  -0.0129  -0.0039  0.0567
O  -0.0902  0.0654  0.0316
O  0.013  -0.0051  0.0335
O  0.018  0.0198  0.0208
O  0.0103  -0.0349  0.0478
O  0.5073  -0.0478  0.3984
O  0.004  0.0718  0.0173
O  0.001  0.0042  0.0287
O  -0.0105  0.0057  0.0459
O  0.0478  -0.1196  0.0036
O  0.0165  0.0072  0.0008
O  0.0172  -0.0004  -0.039
O  0.004  -0.0081  -0.0303
O  0.0132  -0.0075  -0.0279
O  0.0024  0.0059  -0.0627
O  -0.025  0.0238  -0.0267
O  -0.0045  -0.0116  -0.0309
O  -0.0146  0.0041  -0.025
Si  -0.0129  -0.0026  0.0111
Si  0.0047  -0.0015  0.0222
Si  0.0144  -0.0266  0.0266
Si  0.0082  0.0005  -0.0222
Si  -0.0483  -0.004  -0.0756
Si  0.0018  0.0195  -0.0393
Si  -0.0225  0.0135  -0.0385
Si  0.0123  0.0183  0.0057
Si  0.0189  0.0016  -0.0318
Si  -0.0077  0.0032  -0.0134
Si  -0.0098  0.04  -0.0296
Si  0.0041  0.0286  0.0204
Si  0.0048  -0.0107  -0.0379
Si  -0.002  0.0024  -0.02
Si  -0.0012  0.0059  -0.0283
Si  -0.0017  0.0127  -0.0196
Si  -0.0003  0.0006  -0.0237
Si  -0.2287  -0.2501  -0.1839
Si  -0.0082  -0.0129  -0.0082
Si  0.0223  0.0027  -0.0166
Si  -0.0074  -0.004  -0.0096
Si  0.0089  -0.0053  -0.0082
Si  -0.0178  0.0032  0.0116
Si  0.0005  -0.0022  -0.0129
Si  -0.0116  0.0013  -0.0131
Si  -0.0004  -0.0268  -0.0217
Si  0  -0.0092  0.0318
Si  -0.0027  0.0048  -0.0016
Si  -0.0068  0.0073  -0.0203
Si  -0.0396  0.2665  -0.2312
Si  0.0081  -0.0037  -0.0171
Si  0.0066  -0.0207  -0.0385
Si  -0.0181  0.0281  0.0052
Si  -0.0078  0.0132  -0.0189
Si  0.072  -0.0514  -0.1073
Si  0.0034  -0.0056  -0.0069
Si  0.0106  -0.0002  -0.0337
O  0.0069  -0.0167  0.0057
O  0.0067  -0.0069  0.0321
O  -0.0019  0.0034  0.0028
O  -0.0006  -0.003  0.0048
O  -0.0321  0.0085  0.0235
O  -0.0256  0.0061  -0.0117
O  -0.0212  -0.0009  0.0647
O  0.0069  -0.0031  -0.003
O  0.0125  0.003  0.0202
O  0.0008  0.0056  0.0053
O  -0.0007  -0.0016  0.003
O  0.0057  -0.0002  0.0305
O  -0.0181  -0.0255  0.0307
O  0.0117  0.013  0.005
O  -0.0031  0.0042  0.0067
O  -0.0046  0.0017  0.0272
O  -0.0053  -0.0146  0.0214
O  -0.0054  0.0001  0.0154
O  -0.0125  0.0168  0.002
O  0.0011  0.0282  0.0234
O  0.0039  -0.004  -0.0017
O  -0.0087  -0.0104  -0.0008
O  -0.0015  0.0003  0.0026
O  0.0016  0.011  0.036
O  -0.0105  -0.0053  0.0076
O  -0.009  -0.0078  -0.0066
O  0.001  -0.0011  0.0012
O  -0.0123  0.0444  0.0413
O  0.0073  0.0018  0.0088
O  0.0043  0.0043  0.0046
O  0.0197  -0.0218  0.0595
O  0.0204  0.0054  0.0131
O  -0.0074  0.0098  0.0055
O  0.001  0.0027  0.0045
O  0.0083  -0.0201  -0.0545
O  0.0092  0.0032  0.0292
O  -0.0114  -0.0056  0.0025
O  -0.0014  -0.0055  0.0141
O  -0.0043  -0.0146  0.0126
O  0.0024  0.001  0.0014
O  -0.0022  -0.0761  0.0939
O  0.0781  -0.0003  0.1912
O  -0.0118  0.0189  -0.0038
O  0.0008  -0.0001  0.0038
O  -0.0084  0.0052  0.0012
O  0.0058  -0.0109  -0.001
O  -0.0025  -0.0085  0.0153
O  -0.0033  0.0006  0.0234
O  -0.008  0.009  0.0178
O  -0.003  -0.0064  0.0051
O  0.0116  -0.0075  0.0038
O  0.0019  -0.0025  0.0044
O  0.004  0.0063  0.0106
O  -0.0168  -0.0034  0.0073
O  0.0008  0.0015  0.0023
O  -0.0053  0.0033  0.0036
O  -0.0238  -0.0069  0.0377
O  0.0098  0.0202  0.0117
O  -0.0025  0.0005  0.003
O  0.0129  -0.0028  0.0067
O  0.0132  -0.0079  0.0016
O  0.0164  -0.0005  -0.0181
O  0.0074  -0.009  0.017
O  0.001  -0.0026  0.0076
O  0.0052  0.0051  0.0118
O  0.0029  -0.0134  -0.0006
H  0.0315  0.0381  -0.0039

The program warned: the cutoff lies below the one the program advises for these potential files; the exchange-correlation potential is rough where the density is thin.
